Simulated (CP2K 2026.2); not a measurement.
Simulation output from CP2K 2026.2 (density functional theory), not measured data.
Periodic cell of 504 atoms, Si360O144, from a study of silicon, its oxide and their interface. The atomic structure is a simulated model.
Doubt: the forces sum to 2.22 eV/angstrom along one axis rather than to zero, so they err by at least 0.0044 eV/angstrom per atom on average; the grid cutoff is modest.

Settings: functional PBE; method Gaussian and plane waves; basis set DZVP-MOLOPT-SR-GTH; pseudopotentials GTH-PBE; grid cutoff 350 Ry, relative cutoff 50 Ry; k points Gamma only; occupations fixed; spin none; net charge 0.

Cell vectors (angstrom)
a	16.32	0	0
b	0	16.32	0
c	-5.6281	5.2503	33.3862

Atoms and the computed forces on them: element, x, y, z (angstrom), force x, y, z (eV/angstrom)
Si	-4.501	20.179	33.37	0.151	0.026	0.726
Si	4.345	1.273	0.088	-0.254	0.024	0.744
Si	1.224	4.329	0.024	0.168	-0.217	0.725
Si	-1.406	11.78	33.369	-0.056	0.239	0.697
Si	0.99	9.631	0.128	0.314	-0.045	0.645
Si	4.586	11.708	0.012	-0.171	0.192	0.725
Si	6.534	15.338	0.073	0.057	-0.2	0.753
Si	9.756	1.236	0.066	-0.19	0.047	0.761
Si	0.882	9.607	33.338	0.208	-0.08	0.749
Si	3.402	12.69	33.185	0.139	-0.268	0.722
Si	6.813	9.539	0.423	-0.001	-0.079	0.531
Si	9.578	11.955	0.282	0.124	0.111	0.56
Si	6.317	20.522	33.148	0.305	-0.231	0.687
Si	14.852	1.717	0.041	0.149	-0.408	0.686
Si	12.494	3.823	0.053	-0.222	0.285	0.761
Si	15.266	6.499	0.133	-0.117	0.085	0.763
Si	11.947	9.926	0.105	0.015	-0.141	0.617
Si	15.145	11.91	0.343	-0.035	0.072	0.689
Si	2.616	16.369	1.22	0.048	-0.041	-0.041
Si	5.499	2.787	1.428	-0.021	0.001	-0.052
Si	2.739	5.435	1.417	0.001	0.007	-0.066
Si	5.354	8.06	1.419	0.011	-0.03	-0.044
Si	2.78	10.753	1.277	-0.019	0.024	-0.072
Si	5.459	13.566	1.239	-0.018	0.031	-0.033
Si	8.15	16.419	1.374	0.026	0.008	-0.025
Si	10.921	2.739	1.395	0.002	-0.007	-0.057
Si	8.132	5.593	1.13	0.026	0.013	-0.056
Si	10.777	8.24	1.242	-0.004	-0.016	-0.071
Si	8.195	10.832	1.742	0	0.001	-0.007
Si	10.874	13.669	1.234	0.007	0.018	-0.033
Si	13.642	16.305	1.146	-0.007	-0.013	-0.046
Si	0.069	2.792	1.39	-0.002	0.026	-0.026
Si	13.598	5.427	1.365	0.006	-0.022	-0.086
Si	-0.058	8.106	1.515	0.003	-0.009	-0.032
Si	13.513	10.86	1.578	0.002	-0.003	-0.035
Si	0.102	13.473	1.481	-0.01	0.018	-0.052
Si	1.375	1.376	2.711	0.036	-0.018	-0.001
Si	4.07	4.061	2.773	-0.003	0.001	0.023
Si	1.393	6.799	2.8	0.01	-0.002	0.02
Si	4.026	9.44	2.76	-0.002	-0.009	0.034
Si	1.495	12.132	2.752	0.022	-0.006	0.015
Si	4.009	14.926	2.577	-0.002	0.029	0.015
Si	6.849	1.441	2.772	-0.008	-0.004	0.025
Si	9.49	4.187	2.574	-0.05	-0.007	0.003
Si	6.802	6.754	2.718	0.009	0	0.034
Si	9.587	9.44	2.904	0.019	-0.029	0.039
Si	6.772	12.331	2.795	-0.018	-0.011	0.041
Si	9.508	14.979	2.669	0	-0.023	0.016
Si	12.311	1.313	2.666	0.008	0.009	0.023
Si	14.97	4.096	2.756	0.004	0.001	0.05
Si	12.176	6.837	2.605	-0.01	0.027	0.022
Si	14.876	9.444	2.847	0.018	0.009	0.026
Si	12.196	12.362	2.756	-0.012	0.026	0.024
Si	14.96	14.954	2.625	-0.002	0.01	0.011
Si	-0.018	16.32	4.022	-0.023	-0.01	-0.009
Si	2.716	2.7	4.108	-0.021	0.03	0.02
Si	0.005	5.436	4.121	-0.019	0.009	-0.002
Si	2.713	8.144	4.178	0.006	-0.023	0.022
Si	0.016	10.838	4.085	0.007	0	-0.021
Si	2.757	13.591	4.078	0.001	0.002	-0.002
Si	5.412	16.308	3.984	-0.013	-0.015	-0.038
Si	8.208	2.816	4.059	0.011	0.028	0.011
Si	5.454	5.415	4.107	0.005	0.018	-0.018
Si	8.142	8.093	4.142	0	-0.002	-0.007
Si	5.406	10.878	4.068	0.01	-0.006	-0.024
Si	8.17	13.656	4.106	0.026	0.015	0.014
Si	10.897	16.327	4.031	-0.004	0.002	-0.01
Si	13.622	2.688	4.067	-0.001	-0.009	-0.003
Si	10.854	5.468	4.006	0.022	-0.002	-0.013
Si	13.507	8.102	4.126	-0.026	-0.014	0.015
Si	10.905	10.927	4.139	0.002	0.004	-0.013
Si	13.615	13.659	4.08	0.001	0	0
Si	1.344	14.942	16.296	-0.013	0	-0.013
Si	4.066	17.643	16.242	0.011	-0.007	-0.017
Si	1.299	4.081	16.308	0	-0.014	0
Si	4.08	6.828	16.318	0.006	-0.006	-0.01
Si	1.366	9.487	16.368	0.004	-0.012	-0.002
Si	4.068	12.235	16.329	-0.006	0.005	-0.008
Si	6.792	14.957	16.324	-0.015	0.005	0.001
Si	9.518	17.675	16.289	-0.016	0.013	-0.017
Si	6.804	4.099	16.263	0.004	0.003	-0.015
Si	9.558	6.834	16.288	0.005	0.019	-0.008
Si	6.802	9.533	16.304	0.014	0.006	-0.004
Si	9.525	12.225	16.341	0	-0.006	0
Si	12.222	14.954	16.331	-0.018	0.011	0.006
Si	-1.371	17.699	16.349	0.006	-0.002	-0.007
Si	12.283	4.085	16.331	0.007	0.002	-0.007
Si	-1.325	6.809	16.338	0.003	0.003	-0.007
Si	12.239	9.529	16.347	0.012	-0.008	-0.008
Si	-1.365	12.212	16.319	-0.002	-0.007	-0.004
Si	2.695	16.323	17.625	0.007	0.004	-0.007
Si	5.466	18.978	17.544	-0.008	0.008	0.003
Si	2.653	5.477	17.607	0.017	0.011	-0.003
Si	5.454	8.195	17.684	0.007	-0.007	-0.001
Si	2.738	10.853	17.708	0.003	0.007	-0.001
Si	5.403	13.618	17.684	0.016	0.007	0.015
Si	8.179	16.313	17.667	0.012	0.005	0.019
Si	10.861	19.055	17.629	0.018	-0.006	0.002
Si	8.135	5.523	17.593	-0.028	-0.018	-0.03
Si	10.913	8.143	17.714	-0.023	-0.005	0.021
Si	8.169	10.848	17.69	-0.004	-0.015	0.019
Si	10.881	13.583	17.71	0.004	-0.003	-0.006
Si	-2.759	16.342	17.68	0.021	0.003	0.022
Si	-0.027	19.058	17.748	0.004	0.013	0.004
Si	-2.628	5.418	17.699	-0.003	-0.004	-0.023
Si	0.013	8.134	17.768	0.001	-0.011	0.039
Si	-2.716	10.878	17.714	0.004	-0.008	-0.005
Si	0.006	13.561	17.654	0.006	0.022	-0.001
Si	1.373	17.663	19.026	0.001	-0.01	-0.018
Si	4.051	4.033	18.757	-0.017	-0.017	-0.017
Si	1.37	6.74	19.15	0	-0.022	-0.028
Si	4.106	9.51	19.095	-0.012	0.014	0.004
Si	1.366	12.212	19.042	-0.005	0.003	-0.014
Si	4.012	14.998	19.026	0.004	-0.019	-0.029
Si	6.808	17.686	18.986	-0.007	0.019	-0.024
Si	9.488	4.166	18.888	-0.001	0.006	-0.031
Si	6.839	6.866	19.033	0.03	0.026	-0.006
Si	9.513	9.467	19.085	-0.019	-0.003	-0.03
Si	6.777	12.229	18.996	0.012	-0.008	-0.034
Si	9.514	14.943	19.058	-0.022	0.008	-0.006
Si	12.173	17.714	19.038	0	-0.001	-0.025
Si	-1.327	4.112	19.194	0.003	0.004	-0.005
Si	12.355	6.78	19.026	-0.002	0.022	-0.042
Si	-1.357	9.539	19.102	-0.005	-0.012	-0.018
Si	12.244	12.229	19.085	-0.003	-0.001	0.006
Si	-1.379	14.927	18.961	-0.017	0.008	-0.039
Si	-0.017	16.271	20.309	-0.02	-0.007	0.057
Si	2.826	19.047	20.243	0.012	-0.001	0.055
Si	0.113	5.34	20.674	0.019	0.012	0.084
Si	2.748	8.162	20.469	-0.016	0.004	0.05
Si	0.003	10.918	20.465	0.002	-0.003	0.041
Si	2.682	13.599	20.401	0.022	0.011	0.04
Si	5.432	16.325	20.351	0.002	-0.011	0.043
Si	8.13	19.184	20.252	-0.018	0.004	0.045
Si	5.354	5.407	20.059	-0.021	-0.011	0.008
Si	8.155	8.151	20.564	-0.025	0.027	0.062
Si	5.457	10.902	20.431	-0.012	0.019	0.062
Si	8.126	13.57	20.372	-0.015	0.002	0.062
Si	10.84	16.317	20.425	-0.011	0.005	0.034
Si	-2.835	19.113	20.443	-0.024	0.009	0.041
Si	10.879	5.456	20.249	0.007	-0.01	0.042
Si	-2.637	8.106	20.474	0.002	-0.007	0.042
Si	10.903	10.83	20.421	-0.008	-0.023	0.051
Si	-2.708	13.615	20.408	0.006	0.013	0.047
Si	1.064	14.703	21.697	0.105	0.097	-0.693
Si	4.437	18.033	21.595	-0.116	-0.237	-0.739
Si	1.88	4.118	21.859	-0.376	-0.088	-0.636
Si	3.937	6.466	21.55	-0.032	0.187	-0.677
Si	1.213	9.385	21.774	0.193	0.172	-0.765
Si	4.272	12.472	21.723	-0.176	-0.156	-0.784
Si	6.485	14.691	21.635	0.234	0.099	-0.813
Si	9.568	17.938	21.554	-0.075	-0.24	-0.661
Si	6.527	4.043	21.504	0.244	0.114	-0.646
Si	9.881	6.99	21.708	-0.266	-0.075	-0.727
Si	7.045	9.853	21.817	-0.066	-0.226	-0.732
Si	9.316	12.02	21.667	0.085	0.107	-0.725
Si	12.507	15.222	21.713	-0.252	-0.109	-0.701
Si	-1.615	17.467	21.508	0.067	0.09	-0.703
Si	11.765	3.858	21.72	0.399	0.186	-0.671
Si	-0.974	7.088	21.857	-0.159	-0.281	-0.79
Si	12.077	9.255	21.743	0.126	0.187	-0.759
Si	-1.171	12.491	21.795	-0.109	-0.149	-0.736
Si	3.827	9.092	26.105	0.012	0.001	-0.015
Si	2.834	18.496	24.079	-0.065	0.17	-0.186
Si	2.613	11.102	24.055	0.038	-0.072	-0.157
Si	9.059	17.633	30.953	-0.028	0.009	0.115
Si	-2.505	8.422	31.177	-0.047	0.038	0.173
Si	8.513	16.901	26.522	0.014	0.096	-0.082
Si	0.879	12.495	28.886	0.077	0.014	-0.152
Si	-1.964	16.236	30.719	-0.039	0.076	0.136
Si	-1.491	14.164	26.547	-0.082	-0.034	0.004
Si	6.604	8.693	24.646	0	-0.019	-0.098
Si	0.845	7.32	29.063	-0.004	0.027	-0.116
Si	-3.639	20.343	30.571	-0.097	-0.044	0.128
Si	1.381	15.882	24.475	0.035	0.006	-0.078
Si	9.469	9.925	29.146	0.001	-0.103	-0.005
Si	3.636	12.461	30.074	0.028	0.137	0.197
Si	11.11	16.058	27.397	0.091	-0.153	0.078
Si	11.151	12.129	25.83	-0.018	-0.067	0.085
Si	4.211	17.956	29.786	0.095	-0.014	0.047
Si	5.977	6.051	23.665	0.009	-0.026	-0.126
Si	-0.739	9.863	29.086	0.008	-0.058	0.125
Si	8.234	16.174	23.664	0.033	0.003	-0.124
Si	4.717	15.287	29.36	-0.014	-0.037	-0.005
Si	2.664	8.151	31.155	-0.045	0.033	0.176
Si	9.075	9.84	26.256	-0.006	0.003	0.057
Si	-0.913	17.744	24.257	0.072	0.09	-0.103
Si	-2.783	16.709	25.917	0.112	0.078	0.07
Si	7.004	9.79	30.493	0.058	-0.073	0.137
Si	-2.268	4.842	26.9	0.001	0.022	-0.076
Si	11.201	8.279	27.409	-0.058	0.03	0.058
Si	10.567	14.029	23.756	-0.008	-0.079	-0.132
Si	10.11	5.255	31.331	0.006	-0.065	0.086
Si	-1.975	6.23	29.469	-0.064	0.007	0.03
Si	8.656	12.204	30.618	0.024	-0.112	0.041
Si	4.451	9.791	29.142	-0.037	-0.083	-0.017
Si	11.188	5.413	26.789	-0.039	0.031	-0.045
Si	1.797	6.657	26.109	0.012	0.105	0.073
Si	7.603	20.135	30.258	-0.083	0.036	0.127
Si	6.296	20.09	27.375	0.128	-0.059	0.099
Si	6.05	17.244	27.945	-0.197	-0.063	-0.026
Si	-0.733	18.612	26.955	-0.071	-0.122	-0.162
Si	7.603	14.914	30.649	-0.051	0.082	0.235
Si	4.04	4.528	25.709	0.021	0.037	-0.126
Si	2.364	18.774	31.532	-0.005	0.085	0.042
Si	-2.837	10.94	24.048	-0.022	-0.057	-0.205
Si	-3.837	13.298	28.242	-0.061	-0.018	0.051
Si	-2.236	9.108	26.368	-0.045	0.003	-0.074
Si	1.026	13.178	25.804	0.057	-0.006	0.036
Si	-3.053	13.473	31.273	-0.026	-0.06	0.08
Si	10.483	5.16	24.008	0.038	-0.049	-0.163
Si	0.17	15.344	28.797	-0.037	-0.121	0.135
Si	1.667	17.748	28.817	0.073	0.092	0.018
Si	-1.01	6.577	24.875	0.031	0.062	-0.134
Si	-4.538	17.68	29.8	0.034	0.067	0.072
Si	8.979	19.993	26.117	0.032	-0.003	-0.138
Si	1.349	14.955	5.393	-0.01	0.003	0.008
Si	4.087	1.327	5.419	0.007	-0.013	0.006
Si	1.36	4.065	5.464	0.021	-0.005	0.011
Si	4.106	6.782	5.475	0.002	-0.003	0.018
Si	1.341	9.508	5.495	-0.013	0.006	0.009
Si	4.088	12.238	5.46	0.007	0.004	0.002
Si	6.781	15.007	5.419	-0.009	0.01	-0.002
Si	9.551	1.4	5.39	0.008	0.002	0.002
Si	6.817	4.08	5.467	-0.005	-0.001	0.005
Si	9.524	6.762	5.47	-0.011	-0.007	0.008
Si	6.787	9.522	5.434	-0.009	0.011	0.001
Si	9.502	12.259	5.462	-0.004	0.001	0.007
Si	12.237	14.988	5.437	0.009	0.013	0.007
Si	14.974	1.346	5.435	0.007	0.001	0.005
Si	12.225	4.079	5.373	-0.006	0.009	0.007
Si	14.929	6.777	5.46	0.004	0.004	0.013
Si	12.241	9.539	5.483	-0.01	0.007	0.007
Si	14.978	12.252	5.409	-0.016	-0.009	-0.001
Si	2.711	16.305	6.777	0.005	-0.004	-0.008
Si	5.446	2.696	6.789	0.016	-0.003	-0.001
Si	2.728	5.424	6.816	0	0	0.001
Si	5.445	8.168	6.82	0	-0.008	-0.007
Si	2.711	10.891	6.82	-0.003	-0.003	-0.003
Si	5.455	13.612	6.794	0.009	-0.012	0.003
Si	8.161	16.368	6.759	-0.01	0.007	-0.004
Si	10.891	2.735	6.782	0.004	-0.007	-0.001
Si	8.166	5.427	6.84	-0.002	-0.006	0.001
Si	10.865	8.164	6.813	-0.009	0.009	-0.006
Si	8.146	10.882	6.802	-0.003	0.008	0.006
Si	10.884	13.615	6.797	0.004	-0.008	0
Si	13.6	16.33	6.802	0	0.001	0.009
Si	-0.001	2.703	6.809	-0.005	-0.001	0.005
Si	13.572	5.411	6.792	0.014	-0.01	-0.003
Si	-0.031	8.147	6.823	-0.007	0.009	0.007
Si	13.629	10.894	6.802	0.009	-0.008	0.001
Si	0.003	13.607	6.784	-0.003	0.003	-0.003
Si	1.365	1.345	8.158	0.002	-0.001	-0.003
Si	4.091	4.061	8.161	-0.008	-0.005	-0.006
Si	1.355	6.789	8.162	0.002	-0.006	-0.009
Si	4.073	9.523	8.168	0.016	0.004	-0.005
Si	1.351	12.253	8.166	-0.001	-0.007	0.003
Si	4.074	14.957	8.149	-0.009	0.002	-0.005
Si	6.809	1.364	8.163	-0.005	0.003	0.002
Si	9.529	4.066	8.176	-0.016	0.002	-0.003
Si	6.808	6.807	8.177	0.015	0.006	-0.004
Si	9.508	9.524	8.167	-0.005	-0.006	0.003
Si	6.8	12.249	8.161	0	-0.006	0.006
Si	9.513	14.987	8.131	0.004	-0.002	-0.011
Si	12.243	1.375	8.153	0.011	0.011	-0.001
Si	-1.372	4.066	8.155	-0.006	-0.013	0.001
Si	12.235	6.796	8.158	0.001	0.002	-0.015
Si	-1.361	9.528	8.179	0.012	0.012	0.004
Si	12.247	12.248	8.152	-0.001	-0.003	-0.003
Si	-1.362	14.958	8.152	-0.006	-0.002	-0.006
Si	0	16.311	9.519	-0.002	-0.001	-0.001
Si	2.721	2.709	9.518	0.007	-0.005	0
Si	-0.009	5.43	9.512	-0.005	-0.005	-0.009
Si	2.713	8.157	9.521	-0.009	0.009	-0.008
Si	0.001	10.888	9.531	-0.002	-0.004	0.008
Si	2.718	13.605	9.522	0.006	-0.001	-0.002
Si	5.437	16.319	9.51	0.011	-0.001	-0.008
Si	8.162	2.716	9.534	0.003	-0.004	0.006
Si	5.444	5.435	9.521	0.007	0.003	-0.01
Si	8.161	8.167	9.538	-0.006	0.003	0.004
Si	5.438	10.885	9.518	-0.013	0.007	0.001
Si	8.168	13.616	9.503	-0.001	-0.003	-0.006
Si	10.877	16.329	9.506	-0.003	0.014	-0.009
Si	13.599	2.717	9.526	-0.003	0.002	0.002
Si	10.88	5.442	9.526	-0.01	-0.013	-0.006
Si	13.594	8.16	9.52	0.004	0.006	0.003
Si	10.885	10.885	9.511	0.003	-0.008	-0.003
Si	13.601	13.602	9.521	0.007	-0.006	-0.001
Si	1.354	14.954	10.888	0.002	-0.002	0.001
Si	4.079	17.674	10.88	0	0.002	-0.002
Si	1.355	4.073	10.87	-0.003	0	-0.006
Si	4.08	6.8	10.876	-0.001	-0.012	-0.003
Si	1.358	9.519	10.882	0.004	0.012	0.008
Si	4.075	12.238	10.874	0.007	-0.01	-0.001
Si	6.8	14.96	10.868	-0.014	-0.002	-0.001
Si	9.526	17.675	10.885	-0.005	-0.005	0.002
Si	6.803	4.082	10.89	0.011	-0.001	0.002
Si	9.525	6.804	10.889	0.004	0.005	0.002
Si	6.797	9.53	10.884	0.001	0	-0.001
Si	9.525	12.251	10.865	0.001	0.01	-0.004
Si	12.235	14.964	10.872	-0.004	0	-0.005
Si	-1.361	17.673	10.877	-0.006	0.003	0.001
Si	12.242	4.083	10.88	0.008	0.004	-0.004
Si	-1.359	6.8	10.873	0.008	-0.005	-0.002
Si	12.24	9.524	10.881	-0.011	-0.004	0.004
Si	-1.364	12.244	10.89	-0.002	-0.003	0.001
Si	2.715	16.316	12.242	0.004	0.001	0.005
Si	5.432	2.721	12.241	-0.004	-0.004	-0.006
Si	2.712	5.441	12.225	-0.002	0	-0.006
Si	5.437	8.166	12.239	0.003	0.008	0.004
Si	2.716	10.881	12.236	0.008	0.001	0.002
Si	5.444	13.592	12.223	-0.001	-0.001	-0.003
Si	8.16	16.313	12.235	0.003	0	0
Si	10.89	2.717	12.238	-0.002	0.006	-0.002
Si	8.167	5.443	12.248	-0.006	0.003	0.003
Si	10.887	8.167	12.247	-0.002	-0.003	0.007
Si	8.165	10.895	12.23	0.003	0.003	0.001
Si	10.88	13.6	12.237	-0.001	-0.006	0.001
Si	13.598	16.315	12.237	0.001	0.002	0
Si	-0.005	2.717	12.232	0.006	-0.002	0
Si	13.599	5.448	12.232	-0.011	-0.009	-0.002
Si	-0.003	8.158	12.24	-0.003	-0.004	0.004
Si	13.602	10.878	12.249	0.008	0.003	0.003
Si	-0.005	13.597	12.257	-0.004	-0.003	0.006
Si	1.346	17.676	13.596	-0.006	0.011	0.009
Si	4.059	4.084	13.593	-0.002	0.011	-0.004
Si	1.366	6.803	13.595	0.007	-0.016	0
Si	4.079	9.532	13.598	-0.011	0.001	0.005
Si	1.35	12.22	13.609	0.01	-0.001	0.005
Si	4.076	14.935	13.579	0.018	-0.011	-0.001
Si	6.801	17.68	13.586	-0.007	0.005	0.003
Si	9.546	4.086	13.597	0.009	-0.016	0.002
Si	6.802	6.809	13.597	0.009	-0.008	0.006
Si	9.526	9.54	13.59	-0.003	0.001	-0.003
Si	6.804	12.247	13.597	-0.012	0.005	0
Si	9.511	14.948	13.6	-0.005	0.001	0.003
Si	12.245	17.674	13.601	0.008	0.001	-0.003
Si	-1.369	4.083	13.583	-0.002	0.01	-0.004
Si	12.258	6.811	13.605	0.001	0.001	0.007
Si	-1.36	9.51	13.611	0.001	-0.007	0.006
Si	12.241	12.243	13.604	-0.01	0.001	0.005
Si	-1.37	14.962	13.612	-0.008	0.004	0.001
Si	-0.018	16.331	14.972	0.001	-0.007	-0.004
Si	2.69	2.727	14.952	0	0.001	-0.004
Si	-0.015	5.448	14.935	-0.002	0.001	0.003
Si	2.721	8.174	14.957	0.007	0	0.005
Si	0.006	10.847	14.983	-0.011	-0.004	0
Si	2.715	13.584	14.951	0.001	0.006	0.003
Si	5.445	16.289	14.92	-0.01	0.009	-0.011
Si	8.172	2.727	14.931	-0.005	-0.002	-0.003
Si	5.418	5.455	14.94	-0.005	-0.008	-0.004
Si	8.17	8.18	14.944	-0.003	0.005	-0.006
Si	5.439	10.895	14.955	0.011	-0.007	-0.001
Si	8.16	13.589	14.977	0.007	0.002	0.005
Si	10.878	16.306	14.947	-0.003	0	-0.003
Si	13.609	2.72	14.953	0	0.005	0.01
Si	10.914	5.444	14.962	-0.001	-0.006	0
Si	13.606	8.163	14.991	0	-0.002	0
Si	10.887	10.883	14.968	-0.008	-0.004	0.004
Si	13.596	13.596	14.974	0.013	0	0.001
O	3.838	19.07	30.887	0.303	0.349	0.023
O	-4.904	5.036	30.409	0.098	0.319	-0.645
O	0.108	8.266	22.211	-0.213	-0.088	0.21
O	5.964	9.267	29.374	0.142	-0.258	-0.331
O	5.771	17.964	29.397	0.221	0.288	0.135
O	3.957	12.388	31.669	0.23	-0.289	-0.188
O	1.793	15.388	22.985	0.58	0.1	-0.016
O	9.942	11.073	25.663	-0.038	0.203	-0.381
O	6.34	9.416	23.219	-0.298	0.2	0.004
O	2.129	17.265	24.872	-0.108	-0.049	0.552
O	10.95	8.147	22.179	0.101	0.185	0.546
O	3.777	17.69	23.037	-0.054	-0.489	0.24
O	-0.593	13.208	25.611	-0.136	-0.3	-0.199
O	8.45	13.684	30.04	0.265	0.013	-0.427
O	10.74	18.951	22.054	-0.008	-0.295	0.089
O	4.976	6.935	22.722	0.123	0.605	0.092
O	9.523	3.987	24.616	-0.069	-0.55	-0.228
O	-0.283	10.681	32.868	0.119	0.16	-0.156
O	5.179	5.356	32.911	-0.199	-0.13	-0.507
O	-0.229	5.356	32.983	0.176	-0.058	-0.549
O	2.674	5.32	25.979	-0.188	-0.24	-0.098
O	-4.291	14.035	32.155	-0.487	-0.015	-0.409
O	8.661	17.487	22.833	-0.336	0.325	0.244
O	7.003	15.404	22.993	-0.252	0.216	0.36
O	6.722	20.067	31.625	-0.007	-0.169	-0.143
O	5.011	5.264	24.663	0.053	-0.212	0.095
O	7.802	9.495	25.354	-0.096	0.449	0.102
O	-3.73	9.083	31.997	-0.095	0.154	-0.479
O	-2.666	16.334	22.083	0.027	-0.084	0.402
O	10.396	20.66	32.666	-0.439	-0.03	0.031
O	-0.19	16.296	24.425	-0.429	-0.434	0.159
O	-2.492	17.528	24.565	-0.592	0.301	-0.501
O	-2.253	12.296	32.056	-0.132	-0.374	-0.38
O	2.231	13.839	32.931	-0.026	0.104	-0.372
O	9.065	18.417	26.45	0.144	0.14	0.256
O	7.186	14.691	32.2	0.148	-0.481	0.112
O	11.954	14.556	23.103	0.289	-0.135	0.448
O	0.363	13.908	29.489	0.06	-0.057	0.39
O	9.945	6.728	31.963	0.077	0.43	-0.342
O	4.533	11.4	29.266	0.309	0.254	-0.237
O	1.833	19.5	23.229	-0.278	-0.094	0.271
O	-1.998	14.692	31.181	0.36	-0.148	0.178
O	6.355	9.502	31.95	-0.603	0.255	-0.091
O	-0.429	6.587	29.72	0.208	-0.204	0.33
O	8.028	8.001	33.088	-0.042	0.034	-0.451
O	-0.438	15.091	27.338	0.147	0.344	-0.287
O	10.707	13.598	25.307	-0.264	0.211	0.213
O	9.918	4.491	27.161	-0.104	0.019	0.539
O	-1.586	9.571	27.754	-0.18	0.003	-0.009
O	8.761	4.92	30.524	-0.01	0.304	-0.157
O	-1.677	5.228	25.458	0.112	-0.515	-0.324
O	-3.551	19.769	32.091	0.536	-0.497	0.067
O	3.888	13.921	29.415	-0.272	0.002	-0.354
O	5.295	8.704	25.579	0.087	-0.246	0.199
O	5.982	18.528	26.976	0.048	-0.16	-0.755
O	11.613	12.209	27.393	-0.035	-0.368	0.082
O	10.554	16.015	33.137	0.106	-0.12	-0.356
O	4.967	16.014	27.894	-0.072	-0.049	-0.693
O	-5.547	10.679	33.009	-0.063	0.08	-0.433
O	-2.964	7.402	30.001	-0.492	0.048	-0.347
O	-1.874	11.859	23.129	0.216	0.265	0.227
O	8.661	17.845	32.506	-0.567	0.427	-0.1
O	-2.354	13.296	27.593	0.264	-0.504	0.253
O	-1.84	17.415	27.055	-0.065	0	0.308
O	9.999	8.517	26.346	-0.034	-0.536	-0.248
O	8.639	10.215	27.773	-0.308	0.437	0.16
O	-2.304	4.839	30.215	0.672	-0.259	0.127
O	3.573	7.301	32.167	0.178	-0.033	-0.257
O	6.214	15.016	29.869	-0.042	-0.227	-0.076
O	6.86	4.989	22.805	0.56	0.045	0.146
O	-0.336	18.762	25.377	0.226	0.648	-0.149
O	3.958	16.412	30.273	-0.189	-0.184	0.671
O	9.521	15.227	23.664	0.157	0.008	0.071
O	1.49	8.9	31.994	-0.094	0.031	-0.448
O	-1.687	7.482	32.218	0.06	-0.016	-0.188
O	3.365	10.397	25.287	0.31	0.314	0.262
O	9.806	11.358	29.84	0.623	0.206	-0.019
O	9.033	12.396	32.169	-0.187	0.241	-0.075
O	3.656	19.382	25.145	0.29	-0.217	0.141
O	5.563	19.148	22.008	0	-0.1	0.453
O	1.562	16.141	28.651	0.307	-0.273	-0.415
O	7.757	16.574	25.14	-0.611	0.021	-0.029
O	2.071	7.099	30.081	0.241	-0.457	-0.244
O	-2.157	6.114	27.88	0.056	0.283	-0.242
O	2.103	12.037	29.817	-0.121	-0.417	0.115
O	10.669	17.826	30.955	0.209	0.019	0.503
O	6.777	20.444	28.894	-0.16	0.193	-0.143
O	-1.41	19.955	27.505	0.102	0.137	0.545
O	1.166	6.741	27.597	-0.172	-0.338	0.132
O	6.954	7.124	24.385	0.366	-0.018	0.023
O	-0.29	11.406	29.063	-0.454	0.142	-0.06
O	-3.419	16.582	30.138	-0.111	-0.469	-0.185
O	-3.568	9.849	23.099	0.168	-0.253	0.535
O	1.59	12.157	24.705	-0.085	-0.112	-0.119
O	9.672	15.812	26.746	-0.054	-0.497	-0.142
O	0.179	15.882	33.071	0.184	0.154	-0.481
O	0.572	8.918	29.004	0.313	0.218	-0.123
O	9.584	6.113	23.056	-0.545	-0.159	0.2
O	5.382	13.598	22.143	-0.168	-0.024	0.165
O	-2.003	10.223	25.222	0.416	0.265	0.018
O	3.197	18.217	28.521	0.025	0.288	-0.492
O	0.599	18.406	27.821	-0.01	0.136	-0.299
O	-3.961	11.789	24.818	0.121	0.393	-0.186
O	3.52	9.245	30.343	0.032	0.315	0.143
O	7.523	16.653	27.768	0.296	-0.362	0.487
O	11.303	6.704	27.747	0.095	-0.075	0.446
O	-3.636	12.996	29.828	-0.288	-0.216	-0.165
O	2.723	17.702	32.685	-0.322	-0.071	0.147
O	5.124	16.228	33.011	0.095	0.151	-0.34
O	-1.488	6.625	23.332	-0.275	-0.115	0.224
O	3.672	11.868	23.108	0.056	0.203	0.496
O	-2.46	15.136	25.726	-0.283	-0.255	-0.574
O	8.215	10.937	22.222	0.14	0.073	0.262
O	-3.793	8.854	26.705	-0.251	0.323	-0.1
O	11.787	4.613	23.182	0.584	-0.002	0.485
O	1.665	20.091	32.103	-0.087	0.287	-0.364
O	2.901	5.365	22.209	-0.249	0.021	0.23
O	-1.595	9.545	30.433	0.143	0.411	0.337
O	-0.813	18.235	22.734	0.295	0.488	0.019
O	-0.814	16.326	29.609	-0.021	0.238	0.003
O	1.341	12.687	27.328	0.374	0.05	-0.12
O	-0.047	13.611	22.247	0.087	0.016	0.435
O	-1.645	17.276	31.913	-0.085	0.347	-0.335
O	0.605	6.569	25.015	0.365	-0.005	-0.147
O	1.813	10.025	23.149	-0.185	-0.233	0.156
O	1.407	18.162	30.376	-0.4	-0.141	0.162
O	-1.552	7.801	25.751	0.203	-0.054	0.305
O	-4.332	16.779	26.257	-0.378	0.469	-0.351
O	7.464	4.206	26.334	-0.169	0.521	-0.366
O	10.026	12.741	22.94	0.123	-0.227	0.31
O	8.565	16.187	30.474	-0.001	-0.175	-0.511
O	7.257	11.397	30.45	-0.339	0.517	0.074
O	3.892	9.355	27.698	-0.011	0.103	0.192
O	10.806	9.089	28.774	0.27	0.158	0.49
O	-4.538	14.738	28.02	-0.185	0.132	0.296
O	4.892	4.507	27.091	-0.332	0.353	0.467
O	10.943	17.178	28.539	-0.56	0.053	-0.06
O	8.463	9.131	30.166	0.094	-0.483	0.09
O	8.371	18.737	30.022	-0.006	-0.064	-0.313
O	11.058	5.978	25.273	0.058	0.619	0.022
O	-3.81	19.099	29.562	0.468	0.044	-0.693
O	1.643	14.66	25.502	0.42	0.026	0.462
O	-3.831	4.456	26.855	-0.196	-0.394	0.178
O	2.749	7.927	25.822	-0.055	0.067	-0.328

Results
total energy: -101652.214 eV
total energy less fixed offsets of O -438.35, Si -107.03 eV per atom: 0.986 eV
